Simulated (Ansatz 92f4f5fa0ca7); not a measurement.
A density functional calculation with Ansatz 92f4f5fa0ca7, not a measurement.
Periodic cell of 227 atoms, Si136O81N10, from a study of silicon, its oxide and their interface. The atomic structure is a simulated model.
This geometry differs little from another in the collection (a relaxation step or a small displacement).

Settings: functional r2SCAN; potential files Ansatz PAW; basis plane waves; wave-function cutoff 800 eV; density cutoff ratio 5; exchange-correlation grid ratio 1; k mesh 1 x 1 x 1, shifted by 0.5 0.5 0 of a step; self-consistency stop 1e-10 eV per atom in the density residual; occupations fixed; spin none; net charge 0.

Cell vectors (angstrom)
a	10.88	0	0
b	0	10.88	0
c	0	0	32.9183

Atoms and the computed forces on them: element, x, y, z (angstrom), force x, y, z (eV/angstrom)
Si	0.2984	-0.443	-0.1584	0.0146	0.0337	0.1107
Si	2.9875	2.2246	-0.2939	-0.0098	0.0308	0.112
Si	-0.3803	5.5804	0.0362	-0.0136	0.0128	0.0744
Si	2.624	8.2856	0.166	-0.0179	0.0052	0.0442
Si	5.1163	0.0554	0.3063	-0.0044	0.0288	0.0361
Si	7.989	2.8091	-0.0758	-0.0146	0.0087	0.0607
Si	5.777	5.0449	-0.2746	-0.0134	0.0046	0.0913
Si	8.4317	7.9262	-0.0602	-0.007	-0.0078	0.1017
Si	1.3279	1.2808	1.1215	-0.0025	-0.0043	-0.0265
Si	4.1013	3.9408	1.0041	0.0105	-0.0056	-0.0228
Si	1.3364	6.6775	1.2481	-0.0044	0.0053	-0.0027
Si	3.9389	9.4963	1.6384	0.01	-0.0083	0.0153
Si	6.7843	1.3304	1.295	-0.0007	-0.0014	-0.0004
Si	9.3996	4.032	1.3528	0.0026	-0.0016	-0.0024
Si	6.7739	6.7271	1.1299	-0.0029	-0.0119	-0.017
Si	9.5714	9.4564	1.2664	-0.0002	-0.0125	-0.0186
Si	0.002	2.6588	2.539	0.0058	0.0003	0.0041
Si	2.5554	0.0445	2.7667	-0.0124	-0.0063	0.0164
Si	0.0198	8.0893	2.652	-0.0082	0.0042	0.0099
Si	2.7703	5.3077	2.4853	0.0103	-0.0072	-0.0002
Si	5.3983	2.7098	2.5882	-0.0087	0.0002	0.0137
Si	8.1866	-0.0425	2.5864	-0.0051	-0.0026	0.003
Si	5.4669	8.0588	2.6245	0.003	0.0077	0.007
Si	8.0697	5.4396	2.6554	0.0014	0.0094	0.0068
Si	1.3908	4.0121	3.8968	-0.008	0.0036	-0.0009
Si	4.0465	1.375	3.9848	0.0109	-0.0028	-0.0112
Si	1.2858	9.4837	4.0625	0.0121	0.0016	-0.0088
Si	4.0806	6.6989	3.9301	-0.0062	0.0087	-0.0023
Si	6.732	4.0647	3.9844	-0.0024	-0.0034	-0.0074
Si	9.5281	1.326	3.9502	-0.0005	-0.0033	-0.0018
Si	6.8292	9.4625	3.9448	-0.0007	-0.001	-0.0061
Si	9.4957	6.7669	3.9807	0.0022	-0.0075	-0.0093
Si	-0.0497	-0.0161	5.3808	0.0016	-0.0016	-0.0001
Si	2.7142	2.7149	5.3493	0.0017	-0.006	-0.0031
Si	0.0254	5.3982	5.2682	0.0049	0.0039	0.0007
Si	2.7456	8.1195	5.3	0.0013	-0.0018	0.0011
Si	5.4427	-0.0217	5.2704	-0.0046	0.0002	0.0015
Si	8.1541	2.7133	5.2951	-0.0027	0.0042	0
Si	5.4172	5.4069	5.3635	0.0088	-0.0047	-0.0013
Si	8.173	8.1461	5.3469	-0.0002	-0.0005	-0.0009
Si	1.3509	1.3513	6.692	0.0024	-0.0007	0.0018
Si	4.0648	4.065	6.7134	-0.0064	-0.001	0.0018
Si	1.3632	6.78	6.648	-0.0017	-0.0027	-0.0022
Si	4.0947	9.5194	6.6545	0.0089	0	0.0006
Si	6.7924	1.3413	6.6477	-0.0045	-0.0046	-0.0011
Si	9.538	4.0734	6.6557	-0.0008	-0.0007	0
Si	6.8051	6.7854	6.6828	-0.0037	0.0031	0.004
Si	9.5006	9.5061	6.7282	-0.0026	0.0019	0.0004
Si	0.0134	2.7342	8.0394	0.0044	-0.0062	-0.0023
Si	2.7138	-0.0099	8.0369	-0.0047	0.0067	-0.0029
Si	0.0348	8.1585	8.0388	0.0019	0.0011	-0.0006
Si	2.7132	5.4459	8.0263	0.007	0.0019	-0.0001
Si	5.442	2.6967	8.0354	0.0034	0.0041	-0.0014
Si	8.1567	0.02	8.0339	0.0024	-0.0062	0.0011
Si	5.4674	8.1819	8.0097	0.0001	-0.0027	0
Si	8.22	5.4711	8.0371	-0.0056	-0.0001	-0.0027
Si	1.3627	4.1128	9.4039	-0.0054	0.0066	0.001
Si	4.0436	1.3657	9.4072	-0.0006	-0.0095	0.0023
Si	1.3576	9.5279	9.431	0.0043	0.0023	0.0034
Si	4.0537	6.8591	9.3268	-0.0032	0.0036	0.0018
Si	6.8422	4.0861	9.3329	0.0038	-0.0069	0.0038
Si	9.5439	1.3638	9.3814	-0.0003	0.0043	0.0051
Si	6.8559	9.5079	9.3794	-0.0097	0.008	-0.0013
Si	9.5942	6.835	9.4479	0.005	0.0017	-0.0039
Si	-0.0101	0.0195	10.8017	-0.0008	-0.0015	0.018
Si	2.6798	2.7654	10.7919	-0.0026	-0.0031	0.0196
Si	0.0965	5.4948	10.8291	0.0087	-0.0103	0.0078
Si	2.7046	8.1476	10.7797	0.0101	-0.0186	0.007
Si	5.4318	-0.0534	10.6576	0.0034	-0.007	0.0158
Si	8.2291	2.7628	10.7085	-0.01	0.0057	0.0125
Si	5.4746	5.5248	10.5813	-0.0031	0.009	-0.0104
Si	8.2898	8.2621	10.8092	0.0049	-0.0079	0.0061
Si	1.2736	1.4009	12.1885	0.0155	0.0178	0.0039
Si	4.1042	4.2605	11.953	-0.0089	-0.0071	-0.0196
Si	1.4219	6.8521	12.3016	0.0028	0.006	-0.0049
Si	4.1302	9.4641	12.0603	-0.0175	0.0235	-0.0104
Si	6.7957	1.3508	11.8921	0.002	0.0177	-0.0216
Si	9.607	4.115	12.1141	-0.0088	-0.0019	-0.01
Si	6.8635	6.8271	11.9411	-0.0179	-0.0007	-0.0062
Si	9.5953	9.6278	12.3502	0.0024	0.0063	-0.0108
Si	-0.0904	2.7983	13.6789	0.0255	-0.0273	0.0116
Si	2.8094	0.0104	13.3362	0.006	0.0002	-0.0024
Si	0.1386	8.2045	13.8183	-0.0035	-0.0102	0.0179
Si	2.9324	5.5297	13.5892	0.0004	-0.0169	0.0093
Si	5.522	2.8439	13.0692	0.0069	-0.0207	-0.0063
Si	8.02	0.2321	13.5091	-0.0068	-0.0244	0.0171
Si	5.5597	8.1193	13.3715	0.0391	-0.0068	0.0315
Si	8.1937	5.5042	13.3331	0.0364	0.0016	0.0093
Si	1.8055	3.8369	14.7258	0.0383	-0.0138	-0.1054
Si	4.0526	1.6783	14.3711	-0.0543	0.0237	-0.0524
Si	1.7188	9.6874	14.9962	-0.015	-0.0092	-0.0891
Si	4.8368	6.4233	14.8648	-0.0713	0.0128	-0.0948
Si	6.8216	4.0575	14.5771	0.0148	0.0101	-0.024
Si	8.8375	1.902	14.9952	0.0074	0.0176	-0.0758
Si	6.9164	9.4526	14.7596	0.0136	0.0539	-0.0589
Si	9.0914	7.1061	14.8112	0.0596	0.0051	-0.0565
Si	0.3215	6.1412	18.8684	-0.017	-0.0096	-0.0336
Si	5.4711	0.4032	16.8498	0.0093	-0.0175	-0.0808
Si	7.2501	2.7203	17.4818	0.0222	0.0001	-0.1265
Si	5.8809	8.2615	17.2015	-0.0083	0.0277	-0.056
Si	5.3284	3.6405	19.6881	-0.0001	-0.0099	-0.0567
Si	9.3239	4.1217	19.0691	-0.0046	-0.004	-0.0476
Si	2.6064	4.6279	19.5976	0.0059	-0.016	-0.0469
Si	14.2711	-1.2818	17.6233	0.0118	-0.0068	-0.0714
Si	10.7674	11.5988	16.7929	-0.0322	-0.0069	-0.0862
Si	0.0511	4.8885	21.3004	0.0027	0.0067	-0.0328
Si	0.4574	9.7749	29.8043	-0.0043	0.0183	0.0726
Si	9.334	6.4563	25.7171	-0.0011	0.0219	0.0341
Si	1.1058	3.5698	17.5183	0.0132	0.001	-0.0796
Si	3.2462	1.6396	18.8674	0.002	-0.0221	-0.0618
Si	1.1005	-0.4899	19.161	0.0139	0.0109	-0.0609
Si	-2.3487	9.036	26.9021	0.0052	-0.0051	0.0441
Si	10.6961	10.1433	21.7966	0.0137	-0.0025	-0.0297
Si	13.3848	0.7494	22.8097	0.0035	0.0035	-0.0137
Si	10.9108	8.2545	24.068	-0.0022	0.009	0.0091
Si	8.6509	6.7191	17.768	-0.0144	0.0077	-0.0693
Si	2.5743	-6.9403	22.607	-0.0101	0.0094	-0.0285
Si	0.6354	5.5214	24.1364	-0.006	-0.0042	-0.003
Si	5.009	1.1347	21.3426	-0.0143	0.015	-0.041
Si	8.4947	1.6182	24.3659	-0.0004	0.0007	0.0074
Si	11.337	5.3275	30.1975	0.0126	-0.0028	0.0493
Si	1.5386	2.722	29.7659	0.0138	0.0013	0.0742
Si	5.6004	3.7042	22.5302	-0.0057	-0.0014	-0.0233
Si	7.4581	11.0612	28.837	0.0106	-0.0045	0.0626
Si	10.6707	10.8094	25.5948	0.0079	0.0022	0.0278
Si	7.439	4.1408	25.0734	0.0041	-0.0009	0.0146
Si	-1.0973	1.2596	30.5747	0.0117	-0.0113	0.073
Si	6.5515	9.3076	31.0147	0.0089	-0.0303	0.0551
Si	17.6009	-0.6965	24.861	0.0022	-0.0013	0.0147
Si	14.8206	0.2544	25.5967	-0.0116	0.0052	0.0272
Si	7.6906	0.1699	22.1288	-0.0002	0.0012	-0.0149
Si	1.7523	0.6689	27.5752	-0.0076	0.0009	0.0629
Si	12.9565	7.4992	29.4709	0.0141	-0.0106	0.0486
Si	10.3955	7.3148	28.4488	0.0205	-0.0085	0.0433
Si	15.4246	-3.7674	30.738	0.0069	-0.0132	0.0578
Si	6.3004	12.6813	26.424	-0.0071	-0.0061	0.0387
O	1.4995	-1.5334	-0.371	-0.0097	-0.0268	-0.0537
N	-0.1793	-0.1296	31.101	0.0042	-0.0172	-0.0873
O	4.1273	1.0628	-0.5388	0.0049	-0.0081	-0.0282
O	2.4256	2.5518	31.1179	-0.0115	-0.0062	-0.0861
O	5.7279	-2.7625	30.3148	-0.0032	0.0078	-0.0298
O	-5.7559	-0.8063	25.2014	0.0073	-0.0019	-0.0086
O	1.152	7.2934	28.1265	-0.0113	0.001	-0.0255
O	2.1794	1.9481	28.4846	0.0039	-0.0154	-0.0374
O	6.6129	-0.2152	30.1506	0.012	0.0192	-0.0411
O	7.9773	-2.1818	31.4801	0.0033	0.0136	-0.0457
O	9.5153	6.7795	-0.5033	0.0105	-0.0077	-0.051
O	10.8475	4.7057	31.6031	0.0029	-0.002	-0.0432
O	6.9205	3.917	-0.7114	0.0101	0.0015	-0.0339
O	5.1668	5.7018	31.2557	-0.0002	0.0168	-0.0533
O	6.6169	12.0976	27.9151	-0.0126	0.0122	-0.0364
O	9.8601	11.6289	24.4579	-0.0026	0.0052	-0.0108
O	1.4765	4.451	16.2001	-0.0247	-0.0026	0.0626
O	2.893	2.6349	15.0255	0.0036	0.0168	0.0761
O	-1.6102	11.8204	16.2577	0.012	-0.0088	0.0389
O	0.7344	10.7701	15.7123	-0.0087	0.0283	0.0602
O	5.1221	7.1515	16.2971	0.0457	0.0001	0.0585
O	5.1239	12.0865	15.4982	0.0317	-0.0364	0.0324
O	8.5794	2.8348	18.4322	0.0051	0.0068	0.0367
N	6.1196	-1.1374	16.3138	-0.0068	0.006	0.0672
N	7.6624	13.9261	15.7728	-0.03	-0.0036	0.11
O	8.1633	8.4285	15.1111	-0.0745	-0.0412	-0.0105
O	8.921	6.2755	16.2234	-0.0198	-0.0012	0.0465
O	10.192	7.2426	18.1756	0.0119	0.0052	0.0208
O	1.9606	5.9724	18.8426	0.0063	0.0025	0.0148
O	-0.1092	10.8035	18.1761	0.0043	-0.0249	0.0526
O	6.6481	1.2197	17.6024	0.0021	0.0016	0.0449
O	10.8005	6.2638	20.4424	-0.0023	-0.0013	0.0184
O	11.4173	2.1668	16.9839	0.0124	0.0138	0.0388
O	6.2353	3.9224	21.0257	0.0044	0.0042	0.0229
O	5.6661	5.037	15.1986	-0.0218	0.0014	0.0074
O	8.3834	5.4419	18.7526	0.0016	-0.0037	0.0243
O	6.1271	3.6552	18.2585	-0.016	0.0136	0.0404
O	4.6511	8.7051	18.1873	-0.0231	-0.0158	0.031
N	4.5313	2.0939	19.9635	0.0078	0.0045	0.0257
O	4.2074	4.8245	19.7119	0.0003	0.0104	0.0206
O	10.5701	5.1276	22.8576	-0.0056	-0.0022	0.0079
N	10.8028	4.5264	18.315	-0.0139	-0.0002	0.0252
N	1.7604	4.4527	21.1507	0.0057	0.0002	0.0207
O	18.1776	7.6704	17.8299	0.0164	-0.0096	0.039
O	2.4148	2.3459	22.7031	0.0001	0.003	0.0055
O	2.879	-1.6643	16.0903	0.0225	-0.011	0.0643
N	3.9528	0.3814	17.7573	-0.0106	0.0209	0.0513
O	1.135	7.0723	24.0318	0.0045	-0.0028	-0.0021
O	4.1308	4.3937	22.6002	0.0056	0.0033	0.0109
O	9.5158	7.5707	24.5503	-0.0001	-0.002	-0.0141
O	5.3216	2.1038	22.6253	0.0061	-0.0021	0.0163
O	10.8818	13.1715	30.0168	-0.0002	0.0085	-0.0206
N	2.4685	3.2218	18.5236	0.0107	0.0101	0.0417
O	2.0031	0.8081	19.533	-0.0188	0.0078	0.0235
O	-0.7387	-4.9696	29.2491	-0.0223	0.0057	-0.0362
O	2.0954	-1.5809	18.523	-0.0181	0.0028	0.0356
O	0.5343	-1.3757	24.9717	0.0069	-0.0057	-0.0051
N	7.2566	0.8903	25.3206	0.0046	-0.0008	-0.0066
O	-4.352	4.2562	23.7283	0.0016	0.0014	0.0023
O	7.9786	-5.2924	25.5435	-0.01	-0.0097	-0.0079
O	-1.2605	10.203	26.6481	-0.0004	0.0128	-0.0174
O	13.923	-0.0949	26.9259	0.0128	-0.0004	-0.0212
O	11.2771	9.6899	20.3843	-0.0101	-0.0013	0.0363
O	15.6146	1.6129	26.0245	0.0038	-0.001	-0.0139
O	10.6252	16.3301	25.5153	0.0016	-0.0037	-0.0029
O	-1.1243	3.9205	20.6432	0.0058	-0.0056	0.035
O	10.5721	8.7849	22.615	0.0016	-0.0059	-0.0012
O	7.4621	-1.8888	25.6818	-0.0117	-0.0006	-0.0172
O	-0.6507	-2.2389	29.3921	-0.0153	-0.0091	-0.0228
O	11.671	0.9843	26.2974	-0.006	0.0009	-0.0233
O	8.0184	-9.2782	22.8216	-0.0005	0.0001	-0.0049
O	8.7092	3.1621	24.7828	-0.0002	0.0002	-0.0041
N	9.308	7.4736	27.1345	-0.0069	-0.002	-0.0264
O	12.2486	6.5937	30.6247	-0.0049	0.0066	-0.0226
O	6.4272	0.3273	21.0952	0.012	-0.0067	0.0133
O	14.492	7.0154	29.4006	-0.0106	-0.0002	-0.0254
O	6.6251	3.3902	26.2716	0.0031	0.0045	-0.0128
O	3.6224	-3.1649	31.9259	0.0164	-0.0044	-0.0387
O	1.9122	-6.3235	23.9729	0.0054	0.0007	0.0111
O	1.0134	-10.6955	22.4534	0.0026	0.0062	0.0079
O	9.1558	10.642	21.5423	-0.0098	0.0002	0.0094
O	7.1578	10.0274	23.2973	-0.0032	-0.004	0.0036
O	7.7137	9.6018	28.1746	0.0028	-0.0119	-0.0216
O	12.2884	4.2912	29.4036	0.0038	-0.003	-0.0169
O	19.7163	22.6322	29.3207	-0.018	-0.0012	-0.0417
O	16.6521	9.7553	32.3324	-0.0122	-0.0133	-0.0293
O	-2.0046	1.9592	31.7349	0.0134	-0.021	-0.0494
O	13.8242	0.379	24.3294	-0.0006	-0.0034	-0.0058
O	12.7808	-1.8543	29.9828	0.0023	0.0072	-0.0209
O	11.658	-0.1912	28.5211	0.0054	0.0103	-0.0352
O	3.7177	0.2364	21.8086	-0.0026	-0.0029	0.0113

Results
free energy: -137052.627 eV
free energy less fixed offsets of N -386.36, O -570.45, Si -639.56 eV per atom: -2.417 eV

The program warned: the cutoff lies below the one the program advises for these potential files; the forces do not sum to zero within the program's tolerance; empty levels may hold ghost states of the PAW files; the exchange-correlation potential is rough where the density is thin.
